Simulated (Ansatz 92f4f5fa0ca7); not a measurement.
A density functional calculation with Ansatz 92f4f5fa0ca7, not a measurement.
Periodic cell of 226 atoms, Si133O92As1, from a study of silicon, its oxide and their interface. The atomic structure is a simulated model.
Doubt: the cutoff is far below the 930 eV that the study's wrapper takes by default for these files, so forces and energies are approximate.

Settings
functional: PBE
potential files: Ansatz PAW
basis: plane waves
wave-function cutoff: 580 eV
density cutoff ratio: 5
exchange-correlation grid ratio: 1
k mesh: 1 x 1 x 1, Gamma-centred
self-consistency stop: 5e-08 eV per atom in the density residual
occupations: fixed
spin: none
net charge: +1 e, with a uniform compensating background and no finite-size correction

Cell vectors (angstrom)
a, 10.938, 0, 0
b, 0, 10.938, 0
c, 0, 0, 31.9494

Atoms and the computed forces on them: element, x, y, z (angstrom), force x, y, z (eV/angstrom)
Si, 10.6248, 0.0057, 24.4214, 0.0246, -0.0036, -0.2214
Si, 5.0762, 0.133, 24.6651, -0.003, -0.0151, -0.1636
Si, 2.8211, 2.2992, 24.5369, -0.0252, 0.0039, -0.2091
Si, 8.5696, 2.4417, 24.5673, 0.001, 0.0188, -0.1791
Si, 10.7103, 5.5972, 24.3379, -0.0195, -0.0392, -0.1838
Si, 5.1579, 5.62, 24.4548, 0.0039, -0.0057, -0.2148
Si, 2.9879, 7.9602, 24.4075, -0.002, 0.0303, -0.1764
Si, 8.4175, 7.84, 24.4213, -0.0103, -0.01, -0.2018
Si, 1.292, 1.1318, 25.8415, 0.0084, -0.0028, 0.0667
Si, 6.8149, 1.3327, 25.7458, 0.0322, 0.0023, -0.0088
Si, 3.9853, 4.0151, 25.7366, -0.0001, 0.014, 0.0047
Si, 9.6892, 4.0271, 25.8531, 0.0271, 0.0209, 0.0331
Si, 1.3397, 6.7989, 25.675, 0.0311, 0.0142, -0.0117
Si, 6.8048, 6.7269, 25.7517, 0.0069, 0.0161, 0.0504
Si, 3.9988, 9.4749, 25.9565, 0.0024, -0.0144, 0.0469
Si, 9.4835, 9.4451, 25.8066, 0.012, 0.013, 0.009
Si, 2.633, -0.1319, 27.3011, -0.039, -0.0211, 0.0112
Si, 8.1448, -0.0616, 27.149, -0.078, -0.0371, -0.0065
Si, 0.0834, 2.66, 27.2144, 0.0092, 0.0078, 0.0066
Si, 5.4561, 2.7303, 27.1129, 0.0173, 0.0101, -0.0234
Si, 2.6699, 5.4228, 27.1135, -0.0429, -0.0499, -0.0356
Si, 8.1963, 5.3769, 27.136, -0.0318, -0.0262, -0.0369
Si, 0.0186, 8.1606, 27.1334, -0.0255, -0.0073, -0.0261
Si, 5.5118, 8.1481, 27.1828, 0.0115, -0.0008, -0.0088
Si, 4.0942, 1.3385, 28.4919, -0.062, -0.0668, 0.0406
Si, 9.5445, 1.3183, 28.5036, 0.0361, 0.0501, 0.0365
Si, 1.3993, 4.0717, 28.5753, -0.1037, 0.011, -0.0858
Si, 6.8109, 4.0674, 28.526, -0.0029, 0.0081, -0.0206
Si, 4.0813, 6.775, 28.4841, 0.0211, 0.0921, 0.0603
Si, 9.5658, 6.7869, 28.4731, -0.0441, 0.0034, 0.077
Si, 1.2821, 9.4739, 28.6508, 0.1129, 0.1044, -0.1955
Si, 6.8269, 9.5407, 28.5719, -0.0165, 0.0132, -0.0865
Si, -0.0483, -0.023, 29.9334, -0.0291, 0.0789, 0.0416
Si, 5.4499, -0.0101, 29.8975, 0.002, 0.0189, 0.0151
Si, 2.7748, 2.7182, 29.9016, 0.02, -0.0853, 0.0138
Si, 8.1833, 2.706, 29.8749, 0.043, -0.0306, 0.0046
Si, -0.0206, 5.442, 29.8888, 0.0419, 0.0074, 0.0073
Si, 5.4538, 5.4472, 29.8892, 0.0044, 0.0148, 0.0055
Si, 2.7353, 8.1447, 29.9104, 0.0713, -0.0942, 0.0338
Si, 8.2235, 8.1749, 29.8807, 0.0217, -0.0559, -0.0108
Si, 1.3691, 1.3718, 31.2491, 0.0069, -0.0023, -0.0071
Si, 6.8231, 1.3692, 31.2619, -0.0383, 0.0088, -0.0098
Si, 4.1153, 4.0815, 31.279, 0.017, 0.0247, 0.0199
Si, 9.5461, 4.084, 31.2513, -0.0195, -0.0098, -0.0043
Si, 1.3574, 6.8058, 31.2723, -0.0304, 0.0085, -0.0113
Si, 6.8285, 6.8408, 31.244, -0.0023, -0.0009, -0.0074
Si, 4.0872, 9.5584, 31.2612, -0.0141, 0.0194, -0.0071
Si, 9.5448, 9.5451, 31.2888, 0.0032, -0.0171, 0.012
Si, 2.7381, 0.0152, 0.6768, 0.0406, 0.0288, -0.0226
Si, 8.196, 0.0147, 0.6694, 0.0085, -0.001, -0.0172
Si, 0.008, 2.7489, 0.6725, -0.0025, 0.0005, -0.0359
Si, 5.4827, 2.7462, 0.7121, 0.0168, -0.0256, 0.0194
Si, 2.7381, 5.4576, 0.6776, -0.0074, 0.0013, -0.0149
Si, 8.2, 5.4862, 0.6672, -0.0045, -0.01, -0.0284
Si, 0.0119, 8.209, 0.699, 0.021, -0.0157, -0.0105
Si, 5.4783, 8.2227, 0.6842, 0.0081, -0.0088, -0.0187
Si, 4.0995, 1.3794, 2.0732, 0.0053, 0.0165, -0.0126
Si, 9.5968, 1.3582, 2.0234, 0.0718, -0.0114, -0.0352
Si, 1.3581, 4.1345, 2.0509, -0.051, 0.0114, 0.0002
Si, 6.8433, 4.1531, 2.0555, -0.0786, 0.0495, -0.06
Si, 4.0931, 6.8457, 2.0293, 0.0211, 0.0204, -0.0502
Si, 9.5773, 6.839, 2.0535, 0.0242, 0.0123, 0.0196
Si, 1.3703, 9.6168, 2.0489, -0.0592, 0.0186, -0.0205
Si, 6.8307, 9.6352, 2.0424, -0.1078, 0.0366, -0.018
Si, 0.0469, 0.0554, 3.4598, -0.0516, 0.03, -0.1068
Si, 5.4777, 0.0351, 3.466, 0.0401, 0.0376, -0.0745
Si, 2.7025, 2.7677, 3.4019, 0.1183, 0.0086, 0.0439
Si, 8.2614, 2.7761, 3.3206, -0.0987, -0.0518, 0.1892
Si, 0.005, 5.4924, 3.4679, -0.0358, -0.0581, -0.1259
Si, 5.4597, 5.5295, 3.4279, 0.0338, -0.0447, -0.0254
Si, 2.7421, 8.2531, 3.3707, 0.1027, -0.0131, 0.0017
Si, 8.2248, 8.2803, 3.3522, -0.0365, -0.1278, 0.059
Si, 1.3634, 1.4651, 4.852, 0.0416, -0.0164, 0.0447
Si, 6.9113, 1.4759, 4.7255, 0.0312, 0.0914, -0.0492
Si, 4.0534, 4.1508, 4.7563, 0.0175, -0.0581, -0.0458
Si, 9.5924, 4.0591, 4.7858, 0.0269, 0.0209, -0.0079
Si, 1.4282, 6.8935, 4.759, -0.0871, 0.1427, 0.1315
Si, 6.8183, 7.0014, 4.7186, 0.0319, 0.0464, -0.0681
Si, 4.0991, 9.5563, 4.7872, -0.0281, -0.0102, -0.0271
Si, 9.5571, 9.6462, 4.7563, 0.1288, -0.1288, 0.1
Si, 2.7869, 0.0492, 6.1066, -0.1289, -0.0746, 0.0932
Si, 8.2883, 0.1347, 6.1167, 0.0116, 0.0301, -0.1079
Si, 0.0145, 2.8002, 6.3224, -0.021, -0.0007, -0.0248
Si, 5.5145, 2.8429, 6.0668, 0.011, 0.0042, 0.0089
Si, 2.7716, 5.5798, 6.1635, -0.0317, -0.0161, -0.0829
Si, 8.2127, 5.5806, 5.9154, 0.0576, 0.037, 0.0468
As, 0.0554, 8.3044, 6.2808, -0.0404, 0.048, 0.2752
Si, 5.4992, 8.3044, 6.224, 0.0049, -0.0076, -0.0035
Si, 4.4287, 1.1921, 7.3245, -0.0344, 0.0228, 0.2018
Si, 9.8201, 1.1461, 7.6294, -0.096, 0.0751, 0.2318
Si, 1.1704, 4.5129, 7.5037, 0.0753, -0.0493, 0.2298
Si, 6.635, 4.542, 7.2568, 0.0446, -0.0574, 0.1351
Si, 4.336, 6.7103, 7.5417, 0.0326, 0.0476, 0.3283
Si, 9.6634, 6.5795, 7.4689, 0.1298, -0.2087, 0.138
Si, 1.3546, 9.9935, 7.7411, -0.0606, 0.3081, -0.1091
Si, 6.7128, 9.9688, 7.4074, -0.0707, -0.0255, 0.3036
O, 9.5886, 1.2481, 23.9815, -0.0214, -0.0136, 0.1032
O, 4.1104, 6.8146, 23.9479, -0.0054, -0.0327, 0.0892
O, 4.012, 1.2478, 24.0309, 0.0054, 0.0001, 0.1022
O, 9.5385, 6.7111, 23.9011, 0.0113, -0.0055, 0.0883
O, -0.0339, 5.5934, 7.9582, 0.0845, -0.052, -0.0098
O, 5.5554, 0.1206, 7.9238, 0.0783, -0.0087, -0.1065
O, 0.087, 0.0643, 8.1301, -0.0353, -0.0444, -0.012
O, 5.5596, 5.6337, 7.9075, -0.1237, 0.0366, -0.0867
O, 7.6268, 3.9456, 8.4133, -0.0696, 0.096, -0.226
O, 8.7505, 7.0513, 8.7567, 0.0381, 0.0058, -0.2756
O, 2.1856, 9.4907, 9.0848, -0.1635, -0.0249, -0.3152
O, 8.9044, 1.6602, 8.9394, 0.1352, -0.1332, -0.2787
O, 7.6246, 9.4607, 8.6921, -0.0749, 0.0857, -0.2166
O, 3.5671, 1.8325, 8.5685, 0.0515, -0.0902, -0.1931
O, 3.5639, 7.242, 8.9307, 0.0601, -0.0902, -0.247
O, 2.0364, 4.0259, 8.836, -0.1614, 0.1248, -0.2889
O, 8.1396, 3.4983, 23.3659, 0.0851, -0.0713, 0.2106
O, 0.4527, 4.9472, 22.9527, -0.0574, 0.0926, 0.2084
O, 1.9054, 2.7588, 23.2485, 0.0957, -0.0791, 0.2371
O, 5.8293, 4.9162, 23.1188, -0.0829, 0.0765, 0.2059
O, 5.532, 10.0068, 23.4992, -0.11, 0.0704, 0.2451
O, 2.4459, 8.6966, 23.0227, 0.0718, -0.0721, 0.2166
O, 0.192, 10.0779, 23.0848, -0.0779, 0.0604, 0.228
O, 7.791, 8.5834, 23.0766, 0.0815, -0.0802, 0.2059
Si, 8.6599, 7.7016, 18.4453, 0.015, -0.0092, -0.0032
Si, 8.7892, 6.3545, 13.6316, 0.014, -0.0322, 0.2316
Si, 3.7939, 1.5394, 14.7408, 0.0072, -0.0016, 0.1926
Si, 2.139, 5.7551, 17.6285, 0.0054, 0.0052, 0.0423
Si, 2.4176, 3.1518, 19.4942, 0.0301, -0.0195, -0.1207
Si, 9.8192, 9.0277, 12.0801, -0.0014, 0.036, 0.4056
Si, 1.3335, 9.4286, 22.0788, -0.006, 0.0003, -0.331
Si, 9.1734, 0.9606, 13.2026, 0.0008, 0.0014, 0.2578
Si, 1.4227, 5.0491, 13.0315, -0.0168, -0.0144, 0.2375
Si, 1.7959, 8.2487, 12.8276, -0.0447, 0.0091, 0.4134
Si, 6.6576, 9.5637, 22.4278, -0.0068, 0.0161, -0.3212
Si, 4.5282, 4.6012, 15.7119, 0.0058, -0.0108, 0.1751
Si, 8.2155, 3.0095, 9.583, -0.0217, 0.0748, 0.4588
Si, 0.842, 8.2543, 19.2636, -0.0067, -0.0283, -0.1121
Si, 6.9565, 1.3581, 21.0934, -0.009, 0.0051, -0.1959
Si, 8.2367, 8.3156, 9.6722, -0.0471, 0.1674, 0.5716
Si, 10.8935, 5.2049, 15.6092, 0.0039, -0.0133, 0.1859
Si, 7.5688, 9.502, 16.3265, 0.0075, -0.0133, 0.1294
Si, 9.9356, 2.0684, 20.3031, -0.0097, -0.0283, -0.1526
Si, 3.2269, 8.5112, 9.9337, 0.2275, -0.127, 0.6069
Si, 6.6967, 3.3532, 17.414, 0.0103, -0.0194, 0.0203
Si, 1.1683, 0.2182, 19.8059, -0.0129, 0.0119, -0.1189
Si, 3.2326, 2.8102, 12.299, 0.0033, -0.0082, 0.3414
Si, 7.2189, 5.3988, 19.69, -0.0094, 0.0294, -0.1426
Si, 5.763, 8.6627, 11.5526, -0.0145, 0.048, 0.4281
Si, 5.79, 6.0625, 13.201, -0.0135, -0.0342, 0.2895
Si, 4.6333, 9.7098, 17.633, 0.0097, 0.0061, 0.0263
Si, 1.0251, 3.6106, 22.1784, -0.0215, -0.0453, -0.3306
Si, 4.8997, 1.4908, 18.8052, -0.0225, 0.0043, -0.0468
Si, 3.1751, 3.0844, 9.517, 0.1111, -0.0073, 0.4593
Si, 6.4525, 10.8188, 13.7981, 0.0098, 0.0238, 0.2554
Si, 10.3482, 0.1196, 15.9807, -0.0022, -0.0087, 0.1437
Si, 5.6559, 3.649, 11.1498, -0.0017, 0.0516, 0.354
Si, 9.8428, 3.893, 11.908, 0.0366, 0.0073, 0.3734
Si, 2.3411, 9.9235, 15.5557, 0.0052, 0.0321, 0.1758
Si, 6.0781, 8.1275, 19.8063, 0.009, -0.0361, -0.148
Si, 6.9359, 3.979, 22.3802, -0.0013, -0.0327, -0.3034
Si, 9.7573, 2.7833, 17.372, -0.0244, -0.0116, 0.013
O, 7.1993, 6.3681, 13.9755, -0.0155, 0.0056, -0.0863
O, 1.8829, 7.0667, 18.6768, -0.0061, 0.0064, 0.0129
O, 10.2927, 4.0414, 16.532, 0.0158, 0.0325, -0.0518
O, 6.1657, 9.9618, 17.0615, 0.0179, -0.001, -0.0363
O, 10.1455, 0.7012, 14.4758, -0.0393, 0.0262, -0.158
O, 8.4474, 6.1201, 18.8629, -0.0082, -0.0123, 0.0218
O, 5.1699, 0.6845, 14.4359, 0.0326, -0.0185, -0.0804
O, 5.72, 2.0594, 17.5243, -0.003, -0.0002, -0.0029
O, 8.3504, 1.9556, 20.553, -0.0259, -0.005, 0.0637
O, 1.9932, 4.3074, 18.4056, 0.0009, -0.0135, 0.0191
O, 6.9591, 2.7995, 10.6273, 0.091, -0.02, -0.1851
O, 4.8682, 2.6985, 12.2152, 0.0376, 0.0271, -0.1512
O, 6.031, 4.397, 16.3501, -0.0265, 0.0168, -0.0507
O, 4.5531, 3.9081, 9.935, -0.0956, -0.0007, -0.2279
O, 10.6934, 2.7846, 21.5604, 0.0465, 0.0475, 0.1309
O, 9.7282, 6.159, 14.9659, -0.0507, 0.0291, -0.1161
O, 6.0092, 6.4916, 19.8453, -0.0002, -0.0027, 0.042
O, 4.0834, 0.1766, 18.2876, -0.0004, -0.0035, -0.0001
O, 9.2591, 10.5478, 12.2811, 0.0227, -0.095, -0.1519
O, 2.8544, 4.3549, 12.7049, 0.0282, -0.0303, -0.1084
O, 1.9168, 10.7098, 21.2107, 0.0006, -0.0455, 0.1358
O, 3.9956, 2.7301, 19.3852, -0.0065, 0.0035, 0.0283
O, 0.7279, 10.0441, 15.9719, 0.0187, -0.0096, -0.0478
O, 1.2746, 9.8126, 18.8376, 0.0035, 0.0093, 0.0359
O, 1.7141, 1.6728, 19.2751, -0.0083, -0.0076, 0.0332
O, 8.9385, 10.3946, 16.5103, 0.0086, 0.0072, -0.0452
O, 4.873, 8.5871, 18.8005, 0.0121, -0.0044, 0.027
O, 9.5847, 8.7553, 10.484, -0.0967, -0.0618, -0.2927
O, 6.745, 4.0921, 18.862, 0.0067, 0.0088, 0.0318
O, 2.8402, 1.7198, 13.414, -0.0193, 0.0399, -0.1668
O, 5.8321, 8.7783, 21.2694, 0.023, 0.0493, 0.164
O, 2.5374, 2.4374, 10.8773, -0.0106, 0.0138, -0.2772
O, 7.6189, 4.8556, 21.1773, -0.0134, -0.052, 0.161
O, 5.2209, 7.471, 12.5567, 0.0014, 0.0839, -0.1563
O, 0.4362, 9.0635, 12.5035, -0.0195, 0.0003, -0.1355
O, 7.5813, 1.0568, 13.5802, 0.026, 0.0081, -0.0847
O, 7.1106, 9.6354, 14.7543, -0.0293, 0.0332, -0.1331
O, 8.9781, 5.0259, 12.697, 0.0219, -0.0671, -0.1361
O, 8.093, 8.0384, 16.9165, -0.0057, 0.0086, -0.028
O, 6.2169, 2.5792, 21.9055, 0.0016, 0.048, 0.1049
O, 2.4552, 9.0624, 14.123, -0.0197, -0.0786, -0.2006
O, 0.4253, 4.4848, 11.8682, -0.0326, -0.0215, -0.1315
O, 0.8162, 8.3243, 20.9353, 0.0172, 0.0358, 0.1485
O, 9.3891, 3.825, 10.3516, -0.077, -0.0402, -0.2749
O, 9.6568, 2.3807, 12.5365, 0.0119, 0.0786, -0.1435
O, 7.6225, 8.5673, 19.3967, -0.0213, 0.0086, 0.0345
O, 2.5648, 8.1612, 11.3845, 0.0987, 0.0475, -0.3786
O, 3.9794, 3.058, 15.383, -0.0114, -0.0344, -0.076
O, 0.8375, 4.4813, 14.4436, 0.0414, 0.0054, -0.1474
O, 10.0575, 3.0075, 18.9625, 0.0033, -0.0113, 0.0458
O, 9.146, 7.7994, 12.9424, 0.0286, 0.0886, -0.1568
O, 10.5163, 0.5469, 20.0838, -0.0052, 0.0049, 0.0442
O, 6.0288, 5.0328, 11.9323, 0.0012, -0.0776, -0.1743
O, 8.1568, 2.7522, 17.0216, 0.0075, -0.0016, -0.0115
O, 3.5372, 5.4842, 16.7293, 0.0231, -0.0168, -0.0534
O, 4.6826, 9.1213, 10.3931, -0.1394, 0.019, -0.2293
O, 1.5291, 6.67, 13.1901, 0.0226, 0.0454, -0.1015
O, 4.7615, 5.4845, 14.3432, 0.0415, 0.0519, -0.1535
O, 2.0499, 3.8633, 20.924, -0.0438, 0.018, 0.1494
O, 10.5497, 1.4152, 16.9557, 0.0071, -0.0178, -0.0329
O, 0.9512, 6.0766, 16.5518, -0.0242, -0.0081, -0.0571
O, 7.3467, 10.9568, 21.9309, -0.0047, -0.0629, 0.1195
O, 5.9356, 0.9208, 19.9195, 0.0376, -0.0048, 0.0782
O, 6.075, 10.0224, 12.4138, -0.0312, -0.1106, -0.2114
O, 2.8464, 0.5456, 15.6092, 0.015, 0.0238, -0.0632
O, 7.0682, 8.0121, 10.7817, 0.1298, -0.0356, -0.2486
O, 10.2452, 8.0217, 18.6914, 0.0148, 0.0058, 0.0167
O, 3.4442, 9.2003, 16.5886, -0.0318, 0.0013, -0.0584

Results
free energy: -141734.189 eV
free energy less fixed offsets of As -4856.12, O -568.88, Si -635.61 eV per atom: -4.979 eV

The program warned: the cutoff lies below the one the program advises for these potential files; the forces do not sum to zero within the program's tolerance; the exchange-correlation potential is rough where the density is thin.
